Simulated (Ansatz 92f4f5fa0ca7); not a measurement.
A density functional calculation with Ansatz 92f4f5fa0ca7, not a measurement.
Periodic cell of 220 atoms, Si132O88, from a study of silicon, its oxide and their interface. The atomic structure is a simulated model.

Settings: functional PBE; potential files Ansatz PAW; basis plane waves; wave-function cutoff 700 eV; density cutoff ratio 5; exchange-correlation grid ratio 1; k mesh 2 x 2 x 1, shifted by 0.5 0.5 0.5 of a step; self-consistency stop 5e-08 eV per atom in the density residual; occupations fixed; spin none; net charge 0.

Cell vectors (angstrom)
a  10.938  0  0
b  0  10.938  0
c  0  0  31.9432

Atoms: element, x, y, z (angstrom)
Si  -0.0927  0.2494  24.6086
Si  5.8546  -0.2907  24.2616
Si  2.5275  2.9535  24.7272
Si  8.5589  2.45  24.4562
Si  0.3748  5.2448  24.5315
Si  5.1976  5.9417  24.3021
Si  2.8068  8.0622  24.4826
Si  8.138  8.4334  24.5811
Si  1.3709  1.4114  25.9961
Si  6.8646  1.3562  25.6862
Si  4.2104  4.2163  25.7203
Si  9.5936  4.1379  25.7401
Si  1.4109  6.8345  25.8973
Si  6.8348  6.8733  25.7484
Si  4.1228  9.6516  25.6377
Si  9.6492  9.6122  25.8842
Si  2.7841  -0.0212  27.1638
Si  8.1963  0.0201  27.1716
Si  -0.0555  2.7868  27.2222
Si  5.4922  2.7381  27.0886
Si  2.7951  5.454  27.1933
Si  8.1843  5.4729  27.118
Si  0.0112  8.1872  27.2024
Si  5.4399  8.2433  27.1145
Si  4.1018  1.3673  28.5249
Si  9.5708  1.3673  28.5249
Si  1.3673  4.1018  28.5249
Si  6.8362  4.1018  28.5249
Si  4.1018  6.8362  28.5249
Si  9.5708  6.8362  28.5249
Si  1.3673  9.5708  28.5249
Si  6.8362  9.5708  28.5249
Si  0  0  29.8922
Si  5.469  0  29.8922
Si  2.7345  2.7345  29.8922
Si  8.2035  2.7345  29.8922
Si  0  5.469  29.8922
Si  5.469  5.469  29.8922
Si  2.7345  8.2035  29.8922
Si  8.2035  8.2035  29.8922
Si  1.3673  1.3673  31.2594
Si  6.8362  1.3673  31.2594
Si  4.1018  4.1018  31.2594
Si  9.5708  4.1018  31.2594
Si  1.3673  6.8362  31.2594
Si  6.8362  6.8362  31.2594
Si  4.1018  9.5708  31.2594
Si  9.5708  9.5708  31.2594
Si  2.7345  0  0.6835
Si  8.2035  0  0.6835
Si  0  2.7345  0.6835
Si  5.469  2.7345  0.6835
Si  2.7345  5.469  0.6835
Si  8.2035  5.469  0.6835
Si  0  8.2035  0.6835
Si  5.469  8.2035  0.6835
Si  4.1018  1.3673  2.0507
Si  9.5708  1.3673  2.0507
Si  1.3673  4.1018  2.0507
Si  6.8362  4.1018  2.0507
Si  4.1018  6.8362  2.0507
Si  9.5708  6.8362  2.0507
Si  1.3673  9.5708  2.0507
Si  6.8362  9.5708  2.0507
Si  0  0  3.418
Si  5.469  0  3.418
Si  2.7345  2.7345  3.418
Si  8.2035  2.7345  3.418
Si  0  5.469  3.418
Si  5.469  5.469  3.418
Si  2.7345  8.2035  3.418
Si  8.2035  8.2035  3.418
Si  1.403  1.3064  4.747
Si  6.9448  1.2676  4.7853
Si  4.0615  4.162  4.7503
Si  9.4718  4.1418  4.7497
Si  1.33  6.9011  4.8049
Si  6.7835  6.8496  4.7458
Si  4.0631  9.5344  4.8914
Si  9.5485  9.5884  4.8231
Si  2.5502  -0.1745  6.2683
Si  8.1626  -0.1095  6.3657
Si  -0.2151  2.5862  5.9229
Si  5.4981  2.6785  5.9165
Si  2.5759  5.4425  6.1951
Si  8.0765  5.4958  6.1282
Si  -0.025  8.247  6.1866
Si  5.4057  7.9946  6.2852
Si  3.8536  1.6166  7.1621
Si  9.8068  1.1789  7.572
Si  1.3546  3.6702  7.1713
Si  6.5753  4.1411  7.3822
Si  4.1576  6.3659  7.6846
Si  9.342  6.9885  7.3941
Si  0.9223  9.6749  7.8761
Si  7.0189  9.1013  7.6274
O  1.432  4.0434  24.1033
O  5.5272  11.03  22.6874
O  2.7146  2.7837  7.0129
O  8.1775  7.9862  8.028
O  5.1296  4.7992  8.3385
O  0.1384  0.2531  8.004
O  3.946  6.9691  24.0414
O  9.6872  1.3069  24.1488
O  2.4569  9.4089  8.6506
O  0.9342  3.4496  8.7564
O  9.366  2.0261  8.9293
O  6.3507  9.5932  9.0472
O  4.3951  2.033  8.7207
O  3.6524  7.0613  9.0793
O  7.262  3.545  8.7446
O  10.0722  6.0109  8.5014
O  3.1516  2.0103  23.5023
O  4.5764  1.9202  21.1306
O  8.1104  2.8612  22.9296
O  10.9018  6.0253  23.1324
O  6.9949  9.4833  24.0383
O  2.0123  8.4954  23.0937
O  5.7558  5.8014  22.742
O  0.5927  10.699  23.2071
Si  2.9838  8.4091  9.816
Si  -1.107  3.474  19.2207
Si  3.1025  10.5058  19.8301
Si  1.8803  2.4488  19.5862
Si  6.6814  2.3089  14.4165
Si  9.8865  -1.5308  13.2946
Si  2.2445  19.0328  15.5032
Si  9.428  3.7031  14.0635
Si  5.7384  9.6728  10.5598
Si  -4.041  10.9696  16.6287
Si  1.5908  3.938  10.1586
Si  2.7676  12.2098  15.0371
Si  11.3685  10.501  15.5481
Si  0.1253  -2.5033  10.6161
Si  4.5186  3.4643  9.4748
Si  -3.1188  12.0805  19.161
Si  1.9465  -5.6672  14.9153
Si  4.3838  3.685  16.0642
Si  3.851  4.9115  18.7799
Si  5.3334  4.7972  21.5152
Si  13.1818  7.6635  18.5127
Si  8.4507  3.0633  9.7791
Si  -2.7446  4.0368  21.8119
Si  10.6141  -2.9394  20.064
Si  9.0348  6.687  14.3392
Si  3.4071  2.6141  22.0176
Si  1.2949  9.6575  22.1949
Si  4.7202  9.7278  15.0937
Si  -1.5461  -1.0494  17.9218
Si  5.5145  11.5297  21.1358
Si  9.5185  6.5879  22.4738
Si  10.2091  5.6999  10.0983
Si  -3.9087  8.6656  13.1183
Si  1.2139  3.0116  12.978
Si  -0.7513  4.9691  16.5107
Si  6.2206  1.8319  11.4463
O  -5.4109  10.131  16.4452
O  4.7416  4.2884  17.5433
O  3.1749  4.2537  9.8856
O  5.3332  3.0969  10.8225
O  1.3944  0.8463  15.8112
O  2.7093  14.6906  19.0201
O  -0.3817  2.8085  13.2852
O  -0.1035  9.0156  9.1683
O  2.4348  10.4143  21.3195
O  0.7945  5.2887  10.5354
O  10.0407  -3.0125  14.0166
O  3.531  2.2847  16.0677
O  1.4036  -1.5932  14.956
O  -2.5283  5.4216  22.6338
O  -1.2098  8.5511  18.7995
O  1.6904  7.822  17.0002
O  8.1151  -1.0589  16.8741
O  11.0998  9.1297  21.1416
O  1.9954  2.5597  21.216
O  1.741  8.0292  10.7966
O  4.7945  5.2757  20.0596
O  -1.2254  6.9344  20.8962
O  -1.6365  6.2632  15.9391
O  -2.6402  9.6847  13.0806
O  -0.2497  -0.7179  16.9987
O  6.5289  8.6203  11.5531
O  4.1801  9.1848  10.6039
O  1.997  6.8371  14.521
O  13.1987  12.8969  13.6448
O  5.7769  9.3047  13.9379
O  1.0068  7.2509  19.4888
O  5.8325  11.2585  10.9695
O  -1.2526  3.6488  15.6828
O  10.0429  7.1193  10.8862
O  3.4453  4.8113  15.3532
O  1.4519  2.8647  11.3686
O  7.5417  7.246  13.8377
O  8.9731  7.8944  23.266
O  0.2987  2.6232  19.1928
O  -3.9218  11.8871  20.5783
O  3.7775  10.9878  14.638
O  5.7709  3.383  15.255
O  -1.4902  3.948  20.7504
O  -4.218  4.0202  21.1105
O  4.7323  -0.4097  20.0933
O  3.2538  6.3921  18.4395
O  4.0226  4.1038  22.2165
O  6.73  0.9333  17.9696
O  2.8337  9.1347  18.9697
O  -0.2159  9.4228  11.9122
O  5.9253  1.8288  13.0505
O  -0.9762  4.7001  18.1153
O  -1.8973  10.9986  19.0665
O  11.7916  5.0843  16.1379
O  7.106  1.0243  15.3411
O  -7.1079  8.4354  15.4895
O  -2.9547  3.0523  13.8243
O  13.4248  11.8961  19.1375
O  8.5247  2.5719  18.8514
O  1.5561  4.5005  13.5413
O  9.2132  4.3982  10.3802
O  7.752  2.2238  10.9969
O  10.3042  -0.3082  14.32
O  9.3896  5.2778  13.5535

Results
free energy: -133976.749 eV
free energy less fixed offsets of O -569.03, Si -635.61 eV per atom: -1.589 eV

Forces (eV/angstrom), in the order of the atoms: element, x, y, z
Si  -0.0102  -0.0005  -0.0118
Si  0.0237  -0.0005  -0.0306
Si  -0.0171  -0.0011  -0.0011
Si  -0.0227  0.0088  0.0303
Si  0.0089  0.0112  -0.0043
Si  -0.0331  0.0319  -0.0298
Si  -0.0347  0.0071  -0.0421
Si  -0.0344  0.0144  -0.0502
Si  -0.0076  -0.0286  0.0222
Si  -0.022  -0.0014  0.0276
Si  -0.0068  -0.023  0.0549
Si  0.0046  -0.0087  0.0558
Si  -0.0289  0.0163  0.0222
Si  0.0278  -0.0134  0.0589
Si  -0.0207  0.0092  0.0545
Si  0.0177  -0.0252  0.0439
Si  0.0241  -0.007  -0.0126
Si  -0.0291  0.0056  -0.0238
Si  0.0024  0.0103  -0.0207
Si  0.0096  0.0227  0.0121
Si  0.0124  -0.018  -0.0247
Si  -0.003  -0.0116  -0.0097
Si  -0.0015  0.0074  -0.0192
Si  0.0027  -0.0033  0.01
Si  0.2658  0.1632  -0.212
Si  -0.2986  0.1497  0.3612
Si  0.1325  0.1077  0.2431
Si  0.0891  -0.1694  -0.2856
Si  0.2023  0.3067  0.1367
Si  -0.2314  -0.1537  -0.024
Si  0.3152  -0.089  0.0817
Si  -0.15  0.0219  -0.0911
Si  0.0311  0.0505  -0.045
Si  0.0704  0.0664  0.0029
Si  -0.0404  0  -0.0364
Si  0.0114  -0.045  0.0405
Si  0.0662  0.0364  0.0103
Si  0.0467  0.0868  -0.0407
Si  -0.0125  0.0159  0.0383
Si  -0.0224  -0.0487  -0.0318
Si  0.0485  0.0361  0.0096
Si  -0.0126  0.0235  0.0063
Si  -0.0518  -0.0563  0.0008
Si  0.0038  -0.0348  -0.01
Si  -0.044  0.0061  -0.0064
Si  -0.0059  -0.0218  0.0214
Si  -0.008  -0.0005  -0.014
Si  0.0078  -0.0115  -0.0005
Si  -0.0188  -0.0436  0.0217
Si  -0.0201  0.0597  0.0001
Si  -0.0463  -0.0102  -0.0085
Si  0.0596  -0.007  -0.0159
Si  -0.0405  0.0757  -0.0033
Si  0.0419  -0.0023  0.0228
Si  0.0773  -0.0137  -0.0212
Si  -0.0304  0.0186  -0.0126
Si  -0.0456  0.1118  0.0708
Si  0.0914  0.0544  -0.0234
Si  0.0534  -0.1121  0.007
Si  -0.1715  -0.1808  0.0122
Si  0.0124  -0.0361  -0.0302
Si  0.0225  0.017  0.0187
Si  -0.1311  -0.0451  0.021
Si  -0.0387  -0.044  -0.0276
Si  -0.1071  -0.1644  -0.1419
Si  0.0384  -0.5414  0.543
Si  -0.1272  0.0296  -0.1321
Si  -0.0757  -0.2629  -0.3606
Si  -0.1085  0.1749  0.2423
Si  -0.2607  0.1265  -0.4601
Si  0.1536  0.0779  0.175
Si  -0.0189  0.225  0.1301
Si  0.004  -0.0676  0.0393
Si  -0.026  -0.0038  -0.0101
Si  -0.0248  -0.0033  0.0649
Si  -0.0036  -0.0039  0.0093
Si  0.1188  -0.0481  0.0273
Si  -0.0234  0.0097  0.0229
Si  0  -0.003  0.0002
Si  -0.0566  0.1242  -0.0106
Si  0.2028  0.0914  -0.1815
Si  0.0323  0.035  -0.073
Si  -0.0113  0.0266  -0.0055
Si  0.1017  -0.0288  -0.0253
Si  0.056  0.0956  -0.0727
Si  -0.0139  -0.0637  -0.0899
Si  -0.0056  0.0072  0.2261
Si  0.0265  0.0534  -0.0203
Si  -0.0444  0.1313  0.0875
Si  -0.0687  0.1213  -0.0209
Si  0.0806  -0.0822  0.0267
Si  -0.2473  0.1444  0.1877
Si  0.098  -0.173  0.0688
Si  -0.184  -0.1062  -0.432
Si  0.1125  0.5012  0.4123
Si  -0.068  0.0203  -0.0076
O  0.0033  0.0071  -0.118
O  0.0063  0.021  -0.098
O  -0.0407  -0.0344  0.0403
O  0.1129  0.0428  0.2294
O  0.0655  -0.1164  -0.1602
O  0.4547  -0.5634  -0.0002
O  -0.0113  0.0059  -0.0651
O  0.0514  -0.0345  -0.0934
O  -1.1582  0.115  -0.4867
O  -0.0096  0.0455  0.1117
O  0.0106  -0.0267  -0.0171
O  0.002  -0.0217  0.0346
O  -0.0598  -0.2367  -0.0657
O  -0.1207  0.1606  0.1495
O  0.2314  -0.0915  0.0757
O  0.1553  0.0871  0.1367
O  0.0185  0.0149  -0.0698
O  0.0041  -0.02  -0.0187
O  0.0069  0.0142  -0.0784
O  0.0021  -0.0081  -0.0228
O  0.044  -0.0094  -0.0671
O  0.0018  0.0127  -0.0384
O  0  -0.0263  -0.0823
O  -0.0043  -0.0053  -0.0189
Si  0.4574  -0.0966  -0.1369
Si  -0.0215  0.04  0.0427
Si  0.0214  -0.0116  0.0604
Si  -0.0046  -0.0024  0.0411
Si  -0.018  0  -0.0144
Si  -0.0851  0.018  0.4796
Si  0.0473  -0.0219  0.0183
Si  -0.0084  -0.0402  -0.0029
Si  -0.0184  0.025  -0.0265
Si  -0.0142  -0.0018  -0.0153
Si  0.1924  -0.0645  -0.069
Si  0.032  0.0153  0.0093
Si  0.0372  0.0173  0.0695
Si  0.2178  -0.7355  2.2804
Si  0.1098  0.3338  -0.1862
Si  -0.0249  0.0095  0.015
Si  0.0284  -0.0155  0.0246
Si  0.0249  -0.0034  -0.0088
Si  0.0583  0.0105  0
Si  0.02  0.0404  0.0364
Si  -0.0098  -0.0054  -0.0041
Si  -0.1505  0.0168  -0.1066
Si  0.0085  0.003  0.0425
Si  -0.0331  -0.01  0.0609
Si  -0.063  -0.0913  0.083
Si  0.0007  -0.0135  0.0685
Si  0.0098  -0.0133  0.0142
Si  0.0176  0.0119  0.0037
Si  -0.0102  -0.0276  0.0125
Si  -0.0036  -0.0033  0.0662
Si  -0.0045  0.0015  0.0192
Si  0.0038  -0.4434  0.0267
Si  -0.0826  -0.0358  0.0098
Si  0.0202  -0.0215  -0.0244
Si  0.0079  -0.0062  0.0229
Si  -0.0581  0.0947  -0.044
O  0.0116  0.0085  -0.0433
O  -0.0185  0.0048  0.0027
O  -0.2741  -0.0403  0.1242
O  0.0428  -0.1365  0.1409
O  0.0101  -0.0085  -0.0268
O  -0.0163  -0.0126  -0.0222
O  -0.0123  0.0204  0.0159
O  0.3032  0.4604  -1.1518
O  -0.0037  -0.0075  -0.0556
O  -0.1113  0.0791  0.0012
O  0.1061  0.0979  -0.1012
O  0.0046  0.014  -0.0358
O  -0.0103  0.0104  -0.0336
O  0.0186  -0.0144  -0.0608
O  0.0191  -0.0001  0.0009
O  0.0234  0.0111  0.0012
O  -0.002  0.0276  0.0086
O  0.0156  -0.0162  -0.036
O  0.0059  -0.0132  -0.0614
O  -0.3145  0.0068  -0.0678
O  -0.0229  -0.0099  -0.0416
O  0.0294  0.0294  -0.0387
O  0.0059  0.0368  -0.0188
O  -0.1621  0.0104  -0.0257
O  0.0159  -0.0016  -0.0371
O  0.0122  0.0067  0.0141
O  -0.0347  -0.0213  -0.0005
O  -0.0002  -0.0023  0.0208
O  -0.0042  0.0088  0.0219
O  0.0145  0.0092  0.011
O  0.0301  0.0216  -0.0294
O  0.015  -0.0456  -0.0028
O  -0.0056  0.018  -0.0267
O  0.0372  0.3519  -0.1099
O  -0.0309  -0.0087  -0.0034
O  -0.0275  0.0536  0.0199
O  -0.0113  0.0511  -0.0333
O  -0.0112  0.0043  -0.0147
O  0.0159  0.0074  -0.0119
O  -0.006  -0.0078  -0.0375
O  0.0059  -0.0073  0.0196
O  -0.0077  -0.0196  -0.0003
O  0.0252  -0.0051  -0.0505
O  0.006  0.0026  -0.009
O  -0.0149  0.0096  -0.0255
O  -0.0233  -0.0027  0.0155
O  -0.0155  -0.0099  -0.0247
O  0.0401  -0.0238  -0.0047
O  -0.0122  -0.0112  -0.0149
O  0.1264  -0.0195  -0.7408
O  0.0089  -0.0018  0.0405
O  0.0011  -0.0464  -0.0069
O  -0.0212  0.0139  -0.0089
O  0.047  0.0055  -0.0426
O  -0.0125  0.0042  0.0094
O  -0.0321  0.0121  -0.0192
O  0.0264  0.0083  0.017
O  -0.0105  0.0215  -0.0039
O  0.0174  -0.0029  -0.0159
O  -0.0047  -0.0084  0.0078
O  0.0744  0.0944  0.0037
O  -0.0035  -0.02  0.0083
O  -0.0004  -0.0172  -0.0385
O  0.0146  -0.0173  -0.0255

The program warned: the cutoff lies below the one the program advises for these potential files; the exchange-correlation potential is rough where the density is thin.
